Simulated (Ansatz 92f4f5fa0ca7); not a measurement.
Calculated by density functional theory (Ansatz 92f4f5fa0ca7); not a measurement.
Periodic cell of 144 atoms, Si90O54, from a study of silicon, its oxide and their interface. The atomic structure is a simulated model.

Settings: functional r2SCAN; potential files Ansatz norm-conserving; basis plane waves; wave-function cutoff 1300 eV; density cutoff ratio 4; exchange-correlation grid ratio 1; k mesh 2 x 2 x 1, shifted by 0.5 0.5 0.5 of a step; self-consistency stop 5e-08 eV per atom in the density residual; occupations Fermi-Dirac, 0.05 eV; spin none; net charge 0.

Cell vectors (angstrom)
a, 11.54, 0, 0
b, 0, 11.54, 0
c, 0, 0, 19.0453

Atoms: element, x, y, z (angstrom)
Si, -3.7564, 2.8132, -0.2199
Si, -0.2642, 4.4294, 0.3203
Si, -0.059, 6.7348, 0.269
Si, 4.0424, 0.6754, -0.754
Si, 3.5318, 3.6909, 0.3186
Si, 3.9724, 6.5843, -0.092
Si, 10.1797, -0.1194, 1.4443
Si, 9.214, 3.4719, -1.7796
Si, 8.1486, 7.6935, -0.0945
Si, 1.7621, -0.4272, 0.8216
Si, 1.5095, 3.6386, 1.5435
Si, 1.9823, 6.9369, 1.4572
Si, 6.0992, 0.0544, 1.142
Si, 5.6548, 3.759, 1.514
Si, 6.054, 7.3269, 1.0715
Si, 8.321, 0.6342, 0.1905
Si, 9.664, 3.8666, 1.7088
Si, 9.8903, 7.7458, 1.4824
Si, 1.8461, 2.0064, 3.0855
Si, 2.0154, 5.4885, 2.979
Si, 2.1053, 9.2106, 2.4492
Si, 6.0652, 1.8825, 2.7617
Si, 5.9254, 5.7884, 2.7858
Si, 5.9108, 9.3378, 2.3924
Si, 9.8737, 1.8311, 3.0432
Si, 9.492, 6.0681, 2.8862
Si, 9.6767, 9.6243, 2.8682
Si, 0.1016, 1.8659, 4.6998
Si, 0.0109, 5.7584, 4.2193
Si, 0.2944, 9.3032, 3.946
Si, 3.8825, 1.8386, 4.1577
Si, 4.017, 5.5266, 4.4092
Si, 4.1107, 9.3767, 3.828
Si, 7.8869, 1.9241, 4.0017
Si, 7.6425, 5.6766, 4.3539
Si, 7.6207, 9.6082, 4.2697
Si, 0.4274, -0.1959, 5.4394
Si, 0.1951, 4.0426, 5.6175
Si, 0.238, 7.8854, 5.5694
Si, 3.9711, -0.3209, 5.279
Si, 4.1317, 3.2766, 5.9498
Si, 3.6515, 7.6963, 5.4732
Si, 8.1936, 0.001, 5.3944
Si, 7.8087, 3.6063, 5.5895
Si, 7.7793, 7.5527, 5.4899
Si, 2.1903, -0.041, 7.0178
Si, 2.0828, 3.8681, 7.0911
Si, 2.0596, 8.0784, 7.1881
Si, 5.982, -0.0107, 6.3858
Si, 6.1818, 3.86, 7.1724
Si, 5.7496, 7.5577, 6.7769
Si, 10.246, 0.2783, 6.6527
Si, 9.7147, 4.2126, 6.6961
Si, 9.8273, 7.6431, 6.5745
Si, 1.2533, 1.8414, 8.694
Si, 2.0972, 5.7705, 8.3121
Si, 2.0594, 9.7569, 8.7121
Si, 5.2878, 1.7405, 7.6201
Si, 5.5652, 5.8773, 8.5529
Si, 5.9102, 9.712, 7.8061
Si, 9.7609, 2.1814, 7.8009
Si, 9.5821, 6.1278, 8.3499
Si, 9.8616, 9.8135, 7.9934
Si, -1.0194, 1.8984, 10.3628
Si, 0.0652, 6.3365, 9.5357
Si, -0.3424, 9.4776, 10.066
Si, 4.1171, 1.389, 9.792
Si, 3.2444, 5.3695, 10.4563
Si, 4.2006, 9.843, 9.4618
Si, 7.5161, 2.2889, 8.7401
Si, 7.7093, 6.2975, 9.694
Si, 7.8009, 9.557, 9.2593
Si, -2.4106, 5.6674, 12.4691
Si, 6.4104, 5.225, 13.1859
Si, 4.9442, 9.2562, 14.4027
Si, 8.0813, 0.3296, 10.9363
Si, 9.95, 3.6021, 12.7042
Si, 1.106, 4.7396, 12.0973
Si, -1.0627, 8.599, 12.8547
Si, 8.1842, 6.4779, 16.8529
Si, 5.9795, 11.6012, 15.9939
Si, 4.8305, 7.5304, 11.7106
Si, -0.8643, 7.7541, 16.2956
Si, -1.6905, 10.144, 15.2664
Si, 6.4819, 2.6909, 11.2916
Si, 12.5218, 7.1141, 14.147
Si, 3.4705, 7.6742, 16.02
Si, 5.4661, 6.7488, 15.4407
Si, 7.7794, 10.1885, 17.6388
Si, 8.8496, 12.9899, 14.8633
O, -1.7425, 0.1503, -4.2194
O, -0.8643, 3.5687, -0.9542
O, 2.2829, 12.1367, 2.0337
O, -0.3046, 7.2983, -1.2645
O, 0.2114, 7.9904, -8.8991
O, 7.3134, 0.9405, -3.4838
O, 0.0973, -0.211, 0.597
O, 6.5768, 6.3816, -2.4628
O, 3.6865, 5.0903, -0.6269
O, 3.7338, 2.3835, -0.5333
O, 6.181, 3.2721, -0.0681
O, 6.1636, 3.8464, -6.5767
O, 8.8628, 4.9525, -2.5298
O, 9.4779, 2.4881, -3.055
O, 6.435, 10.349, -2.0802
O, 4.7857, 12.1944, -2.2796
O, 0.2077, 3.4454, 12.7524
O, 4.1018, -0.1982, 10.33
O, -1.9024, 3.1335, 11.0788
O, 0.4066, 5.4416, 10.8329
O, 1.1066, 10.4049, 9.9185
O, -0.9068, 9.5385, 11.5844
O, 7.612, 0.7449, 9.5065
O, 3.2996, 7.5163, 17.6095
O, 3.4945, 6.798, 11.2584
O, 5.4723, 5.2855, 14.5679
O, 4.9674, 8.5581, 10.4218
O, 4.8786, 13.9491, 10.8472
O, 9.6841, 0.6252, 11.0166
O, 7.8952, -3.5876, 9.7892
O, 8.1593, 5.8176, 11.2105
O, 7.0926, 3.3486, 9.9821
O, 7.8564, 10.2481, 10.9247
O, -1.6486, 7.0682, 12.4676
O, 6.0867, 8.099, 14.7536
O, 2.5686, 1.8184, 9.6707
O, 6.0018, 6.6379, 12.3739
O, 0.4435, 8.5148, 13.513
O, 4.5127, 8.7959, 12.9154
O, 17.0529, 10.8052, 14.6918
O, 2.6291, 4.2631, 11.4688
O, -2.8172, 10.1823, 16.4604
O, -0.481, 9.3833, 16.1577
O, -0.4163, 6.7789, 15.09
O, 8.2201, 4.0403, 19.9082
O, -3.4719, 5.3439, 13.7517
O, -2.1086, 9.2924, 13.9893
O, 9.1388, 2.3427, 13.4903
O, 1.2573, 5.8995, 13.1864
O, 2.1766, 7.0196, 15.3026
O, 8.993, 7.704, 16.1755
O, 7.2718, 1.4755, 11.866
O, 2.6908, 11.2513, 18.5515
O, 3.7931, 9.2645, 15.693

Results
free energy: -35635.886 eV
free energy less fixed offsets of O -463.61, Si -117.95 eV per atom: 14.554 eV
pressure: -2.14 GPa
stress xx, yy, zz, yz, xz, xy (GPa, positive in tension): 1.76, 3.1, 1.55, 0.77, 0.31, -0.15

Forces (eV/angstrom), in the order of the atoms: element, x, y, z
Si, -1.806, 1.7988, 0.8855
Si, -0.0608, -0.6257, -0.2461
Si, 1.1422, 0.174, -0.9861
Si, 1.6421, 2.1713, 0.7392
Si, 0.4627, 1.5899, 1.5488
Si, -2.6684, 2.7044, -0.6156
Si, 0.0876, 1.2774, 0.5744
Si, 1.4931, 1.7158, -2.5396
Si, -1.2037, 0.5742, -0.4122
Si, -1.2339, -0.3775, 3.4657
Si, 1.3528, 0.8517, -0.2662
Si, 1.3398, 3.5338, -2.552
Si, -0.6785, 0.1104, 0.282
Si, -0.8863, -0.1526, -0.9299
Si, 0.0791, 0.5794, -0.4873
Si, -1.1285, -2.7214, -0.237
Si, -0.636, 1.3583, 2.3997
Si, -1.3482, 0.9522, -0.078
Si, 0.2343, -1.8175, -1.6043
Si, -0.3086, -2.1791, 2.274
Si, 0.221, -0.3696, -1.117
Si, -2.8242, -0.8957, -0.2828
Si, -0.6342, -1.0015, 0.5223
Si, 0.7538, 1.228, -0.0664
Si, 1.9538, 0.249, -1.5519
Si, 0.6587, -2.9594, 1.6888
Si, 0.7153, -0.5675, 0.0656
Si, 0.1323, 1.602, -2.3408
Si, 0.5201, 1.7132, -0.9664
Si, -0.6403, 2.9316, -1.2742
Si, 1.6316, -0.6297, -0.0745
Si, -0.772, -0.0966, -0.6519
Si, -1.7951, -0.0239, 0.0321
Si, 0.089, -1.2086, 1.6725
Si, 0.4879, -0.956, -1.6811
Si, 0.7246, -0.922, -2.0712
Si, 1.8475, -1.8196, -0.5867
Si, 0.4587, -0.9639, 0.8645
Si, 1.2443, -2.8997, 0.9655
Si, -0.3724, 1.0087, -0.3631
Si, -0.242, 1.4409, 0.1335
Si, 1.8965, -0.445, -0.0533
Si, -1.213, 0.7079, 0.1799
Si, 0.0923, 1.5094, -0.891
Si, -0.648, 1.3842, 0.8275
Si, -0.2401, -0.2477, -0.0691
Si, -0.9075, -1.059, 0.0683
Si, -0.5135, -2.1854, -0.8157
Si, 1.0514, -0.5403, -0.0045
Si, -0.9055, 1.2763, 0.1482
Si, -0.398, 0.6879, 0.4301
Si, -2.7903, -1.816, 1.6307
Si, 0.7878, 0.0846, 1.7747
Si, -1.3607, 1.5782, 2.3194
Si, 0.7535, 0.2849, -0.5429
Si, -0.7534, 1.5993, 1.0865
Si, 0.5313, 1.6104, -0.1438
Si, -1.0611, -0.374, 1.7091
Si, 0.9056, -0.9632, 0.4859
Si, -0.2917, -0.1742, 1.2318
Si, -0.734, 0.8679, 2.2089
Si, 0.6717, -1.4871, -1.1944
Si, -0.499, -0.3037, 1.0384
Si, -0.8042, 0.3114, -1.8892
Si, 0.9276, 1.9359, -0.679
Si, 0.5294, 1.4137, -0.7684
Si, 0.9578, -0.576, 0.3802
Si, 0.7417, 1.3581, -2.5185
Si, 2.1057, -0.2241, 1.8592
Si, 0.2059, -1.241, -0.3632
Si, 0.015, 1.4985, -0.271
Si, 0.3548, -1.117, 1.7854
Si, -1.552, 0.999, 1.9387
Si, 1.0354, 1.6218, 2.6609
Si, 0.7329, 1.5009, 1.4333
Si, 0.7283, -0.8013, 1.4571
Si, 2.1774, -3.3646, -1.6929
Si, -0.0095, -2.195, 0.1702
Si, -1.455, -0.7075, 0.5611
Si, -0.4114, -1.6939, 1.4236
Si, 2.7773, -2.1164, -1.7567
Si, 0.1014, 4.8277, 1.1726
Si, -0.436, 0.3079, 1.5001
Si, -1.041, 0.2221, 2.898
Si, -4.4334, 2.3137, 1.3589
Si, -1.1211, -0.3762, 3.5657
Si, -0.1777, -0.0434, 1.3974
Si, 1.1769, -1.9136, -0.2823
Si, 2.5076, -0.9149, 5.7438
Si, -0.3325, 1.2889, 2.3028
O, 0.6966, 0.282, -0.6361
O, -0.7424, -0.0933, -1.5946
O, -1.0429, 1.0311, 0.0443
O, -0.1644, 0.3489, -1.5991
O, 0.6406, -4.4836, -1.5412
O, 1.0524, 1.149, -1.2019
O, 0.4438, -0.0094, 0.2202
O, 0.3945, 0.2293, 0.1121
O, 0.3816, -1.667, 0.1435
O, -0.2751, -4.566, -1.8619
O, 1.0178, -0.354, -0.2122
O, 0.7242, -1.3458, -1.4979
O, -0.2883, 0.9584, 1.5451
O, -0.6202, -0.7058, 0.0694
O, -4.3492, 0.8154, -0.928
O, -3.2255, 1.8279, 2.708
O, -1.158, 2.001, -0.779
O, 0.8904, -0.3041, -1.2534
O, 1.5551, 0.3846, 1.1219
O, -0.9655, -0.7167, 0.8701
O, -1.6977, -1.3877, -0.3053
O, -0.7305, 0.9585, 0.1309
O, -1.2983, 2.0259, -3.0387
O, 1.1166, -0.7809, 2.0028
O, -0.9892, -2.0602, 0.5669
O, 0.6668, 1.5769, -1.2241
O, -0.217, 0.8735, -0.3709
O, 0.6431, -1.2015, -0.0672
O, 0.6861, -0.2519, 0.0061
O, -0.4165, 0.4996, -0.2992
O, -0.5886, -0.9547, -1.4459
O, 1.2927, -0.4496, -1.1872
O, -0.4561, 0.7259, -1.2705
O, 1.4146, 2.0933, 0.858
O, -0.305, 0.6336, -0.0558
O, 0.2396, 0.3361, 0.5047
O, -0.6518, -0.8628, -0.7767
O, 0.6924, -0.741, -0.5697
O, -0.4606, -1.1529, -0.6442
O, -0.7071, -1.5624, -2.3148
O, -1.6796, 0.6143, 1.1334
O, 3.4846, 0.1324, -3.6908
O, -0.714, -0.647, -1.6222
O, 1.7984, 0.2724, -0.4575
O, 1.0942, -1.2273, 0.4479
O, -2.1606, 0.8289, -2.1331
O, 1.5946, -1.2027, -2.1456
O, 0.4163, 0.7376, 0.5591
O, 0.3424, -0.3567, -0.3582
O, -1.1135, 1.1675, -1.7916
O, 1.7312, -1.1593, -0.3968
O, 0.8991, -2.7786, 0.5775
O, 1.0091, 1.2765, -1.0035
O, 0.3838, -1.446, -2.2948
